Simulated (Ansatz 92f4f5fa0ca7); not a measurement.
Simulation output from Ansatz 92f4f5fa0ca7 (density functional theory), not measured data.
Periodic cell of 288 atoms, Si196O92, from a study of silicon, its oxide and their interface. The atomic structure is a simulated model.
Doubt: the cutoff is far below the 930 eV that the study's wrapper takes by default for these files, so forces and energies are approximate.
This geometry differs little from another in the collection (a relaxation step or a small displacement).

Settings
functional: PBE
potential files: Ansatz PAW
basis: plane waves
wave-function cutoff: 580 eV
density cutoff ratio: 5
exchange-correlation grid ratio: 1
k mesh: 1 x 1 x 1, Gamma-centred
self-consistency stop: 5e-08 eV per atom in the density residual
occupations: fixed
spin: none
net charge: 0

Cell vectors (angstrom)
a  11.6015  0  0
b  0  10.938  0
c  0  0  40.5641

Atoms: element, x, y, z (angstrom)
Si  0  0  0.9665
Si  3.8672  0  0.9665
Si  7.7343  0  0.9665
Si  1.9336  1.3673  0.9665
Si  5.8008  1.3673  0.9665
Si  9.6679  1.3673  0.9665
Si  0  5.469  0.9665
Si  3.8672  5.469  0.9665
Si  7.7343  5.469  0.9665
Si  1.9336  6.8362  0.9665
Si  5.8008  6.8362  0.9665
Si  9.6679  6.8362  0.9665
Si  1.9336  2.7345  39.5971
Si  5.8008  2.7345  39.5971
Si  9.6679  2.7345  39.5971
Si  0  4.1018  39.5971
Si  3.8672  4.1018  39.5971
Si  7.7343  4.1018  39.5971
Si  1.9336  8.2035  39.5971
Si  5.8008  8.2035  39.5971
Si  9.6679  8.2035  39.5971
Si  0  9.5708  39.5971
Si  3.8672  9.5708  39.5971
Si  7.7343  9.5708  39.5971
Si  0  0  4.8337
Si  3.8672  0  4.8337
Si  7.7343  0  4.8337
Si  1.9336  1.3673  4.8337
Si  5.8008  1.3673  4.8337
Si  9.6679  1.3673  4.8337
Si  0  5.469  4.8337
Si  3.8672  5.469  4.8337
Si  7.7343  5.469  4.8337
Si  1.9336  6.8362  4.8337
Si  5.8008  6.8362  4.8337
Si  9.6679  6.8362  4.8337
Si  1.9336  2.7345  2.9001
Si  5.8008  2.7345  2.9001
Si  9.6679  2.7345  2.9001
Si  0  4.1018  2.9001
Si  3.8672  4.1018  2.9001
Si  7.7343  4.1018  2.9001
Si  1.9336  8.2035  2.9001
Si  5.8008  8.2035  2.9001
Si  9.6679  8.2035  2.9001
Si  0  9.5708  2.9001
Si  3.8672  9.5708  2.9001
Si  7.7343  9.5708  2.9001
Si  0.4087  0.0164  29.7774
Si  4.1268  0.1065  29.9549
Si  7.4869  -0.1243  29.909
Si  2.2253  1.4206  29.8016
Si  5.9275  1.5935  30.1338
Si  9.6147  1.8932  29.6263
Si  0.2214  5.2322  29.9911
Si  4.1106  5.3634  30.0193
Si  7.9945  5.7019  29.8854
Si  2.0764  6.6776  29.943
Si  5.9179  6.8367  29.9937
Si  10.0705  6.8362  29.9404
Si  2.0153  2.6564  31.8509
Si  5.8719  2.8931  32.0422
Si  9.5984  2.7842  31.8278
Si  0.0465  3.9635  31.9186
Si  3.865  4.1236  31.9937
Si  7.7907  4.2932  31.8602
Si  2.023  8.1931  31.8279
Si  5.8582  8.223  31.9095
Si  9.8005  8.2499  31.8273
Si  0.1008  9.6424  31.7838
Si  3.9327  9.6124  31.8594
Si  7.7957  9.5512  31.8803
Si  0.0709  0.0185  33.7533
Si  3.9475  0.0102  33.8111
Si  7.7987  -0.0041  33.801
Si  2.0135  1.3451  33.8058
Si  5.8842  1.3861  33.8514
Si  9.7094  1.3645  33.7383
Si  0.0545  5.4634  33.7734
Si  3.8903  5.5206  33.8677
Si  7.7977  5.5583  33.8257
Si  1.9642  6.8705  33.7991
Si  5.8335  6.8594  33.833
Si  9.7517  6.8776  33.7763
Si  1.9607  2.7381  35.726
Si  5.8404  2.7559  35.7611
Si  9.7036  2.7289  35.6993
Si  0.0288  4.1078  35.7207
Si  3.8914  4.1008  35.7501
Si  7.7795  4.1165  35.7177
Si  1.9464  8.2252  35.7349
Si  5.8276  8.223  35.7522
Si  9.7119  8.2149  35.7299
Si  0.0219  9.6006  35.712
Si  3.8955  9.5744  35.7371
Si  7.7715  9.5697  35.7337
Si  0  0  37.6635
Si  3.8672  0  37.6635
Si  7.7343  0  37.6635
Si  1.9336  1.3673  37.6635
Si  5.8008  1.3673  37.6635
Si  9.6679  1.3673  37.6635
Si  0  5.469  37.6635
Si  3.8672  5.469  37.6635
Si  7.7343  5.469  37.6635
Si  1.9336  6.8362  37.6635
Si  5.8008  6.8362  37.6635
Si  9.6679  6.8362  37.6635
Si  1.9085  2.7186  6.7791
Si  5.7852  2.7341  6.771
Si  9.6187  2.7249  6.7728
Si  -0.0287  4.0708  6.7182
Si  3.8421  4.0866  6.7702
Si  7.7026  4.1112  6.7827
Si  1.9069  8.2111  6.7389
Si  5.773  8.1839  6.7667
Si  9.6351  8.211  6.751
Si  -0.0325  9.579  6.7874
Si  3.8527  9.5575  6.7483
Si  7.6899  9.5594  6.785
Si  -0.0804  0.0235  8.7305
Si  3.8551  0.0177  8.6484
Si  7.648  -0.0558  8.7644
Si  1.903  1.3233  8.7094
Si  5.7715  1.3875  8.7222
Si  9.5517  1.3256  8.6904
Si  -0.0328  5.4476  8.6067
Si  3.8288  5.4387  8.714
Si  7.6919  5.4687  8.739
Si  1.9095  6.8263  8.6403
Si  5.7468  6.811  8.6999
Si  9.6363  6.8065  8.6433
Si  1.9051  2.6539  10.6573
Si  5.772  2.7439  10.6855
Si  9.5261  2.6407  10.6318
Si  -0.0861  3.8725  10.3614
Si  3.792  4.1048  10.6919
Si  7.6765  4.1516  10.7256
Si  1.8806  8.3448  10.4379
Si  5.6816  8.1504  10.6423
Si  9.6151  8.129  10.58
Si  -0.0817  9.5991  10.6625
Si  3.8464  9.6657  10.5998
Si  7.6634  9.4441  10.7067
Si  0.3287  -0.2477  12.7938
Si  3.9317  0.1308  12.5641
Si  7.6956  -0.2772  12.7497
Si  1.9913  1.4183  12.7202
Si  5.9426  1.3286  12.6184
Si  9.3301  1.3907  12.6818
Si  -0.0689  5.3065  12.11
Si  3.5276  5.5693  12.5825
Si  7.5634  5.5384  12.7395
Si  1.6298  6.9324  12.2287
Si  5.5627  6.8303  12.6308
Si  9.6517  6.6856  12.4614
O  7.4445  4.6808  14.18
O  -12.9147  7.6993  13.639
O  7.7894  9.792  14.2021
O  0.5597  20.4765  13.9738
O  28.7705  -3.0434  13.9123
O  3.0729  4.6846  13.9301
O  10.6968  0.7193  13.286
O  15.0851  8.1014  15.5007
O  1.8665  13.2924  14.1211
O  32.0944  2.5326  13.7907
O  6.1958  2.313  13.9663
O  -7.7569  9.9878  13.8165
O  11.1654  12.357  29.443
O  2.0242  2.3564  28.4324
O  5.5123  7.6208  28.5738
O  -16.2263  9.7999  28.7159
O  10.5305  7.705  28.573
O  0.2126  4.3304  28.5704
O  1.6857  -3.3056  28.6232
O  4.805  2.1216  27.2568
O  -30.3726  -6.6915  28.8107
O  15.9253  -0.8839  28.6157
O  11.9288  9.9479  28.482
O  8.9013  11.3844  29.3295
Si  11.8943  4.2263  20.1465
Si  2.8658  7.9607  16.9959
Si  8.278  4.311  28.0314
Si  6.451  2.4373  23.4315
Si  11.0061  12.5783  18.4691
Si  0.8308  5.9516  16.422
Si  8.6132  0.4069  24.3548
Si  1.7121  10.4952  18.3028
Si  9.6711  5.2449  25.28
Si  4.7872  6.5417  18.811
Si  7.3042  9.7882  15.7911
Si  6.657  9.9625  20.1954
Si  0.2808  7.5095  25.0524
Si  0.4685  8.6427  20.3743
Si  6.0367  10.1696  25.2763
Si  10.1424  8.9742  22.8292
Si  7.5383  3.0853  14.5264
Si  3.0672  6.5969  23.6886
Si  4.6537  8.9513  14.7582
Si  -3.0849  1.4107  19.9998
Si  1.0696  3.0161  22.9438
Si  0.3407  8.3767  28.0434
Si  7.6074  4.042  21.2188
Si  10.8436  2.3645  25.1109
Si  2.672  4.1799  25.1787
Si  11.9163  7.9062  13.9163
Si  5.5066  3.0802  28.3697
Si  5.0684  3.7118  19.4413
Si  8.3677  1.6587  17.0567
Si  7.6529  7.8139  18.2459
Si  5.602  9.1707  28.0971
Si  5.6378  8.2842  22.7702
Si  4.8002  2.0147  25.6437
Si  3.8598  13.1227  21.6918
Si  1.6463  3.9644  14.3468
Si  4.3806  0.7975  19.1701
Si  1.068  3.3598  27.5592
Si  8.1897  6.5241  22.7538
Si  2.4902  6.2312  20.8132
Si  10.4837  6.4885  18.7458
O  5.6637  9.1486  26.4806
O  0.3493  26.2868  13.4586
O  9.7365  1.1766  25.2569
O  4.1491  3.5416  20.8048
O  7.6825  9.0314  19.3329
O  6.0084  9.4086  23.8637
O  1.3115  9.8987  19.7657
O  6.0801  2.791  24.9792
O  12.0591  8.3322  26.4365
O  5.8618  9.0774  21.3345
O  7.5863  -0.26  25.4499
O  5.5482  10.5977  19.1671
O  9.092  7.8194  22.3634
O  7.9675  0.1906  16.4484
O  8.9597  5.0897  26.7554
O  17.2556  9.7947  15.7495
O  11.1303  5.8622  17.3777
O  2.6885  5.7475  22.3468
O  3.9861  6.6091  20.2482
O  11.1251  9.2509  21.556
O  4.6264  4.9337  18.4332
O  0.1376  1.9628  23.7862
O  3.4502  2.7428  25.0986
O  3.6085  5.4758  24.7799
O  7.7785  1.75  18.5736
O  2.0953  6.5483  17.2525
O  7.6989  2.8307  16.1299
O  9.3267  10.2962  23.3237
O  1.8831  9.2328  17.2761
O  6.3729  6.8807  18.6625
O  10.056  3.7535  24.7631
O  1.241  4.4665  15.8557
O  7.6963  8.4735  16.721
O  13.3197  5.0459  19.9655
O  7.7077  1.4043  23.4211
O  6.7925  3.765  27.615
O  2.4162  2.2805  22.4096
O  4.948  2.2643  18.6722
O  4.9207  0.4325  25.263
O  0.1055  2.532  26.5028
O  11.1852  7.8923  19.2153
O  10.0694  11.9105  19.6644
O  8.6462  5.9178  24.2023
O  3.1394  11.2787  18.2341
O  1.5563  7.5649  20.9195
O  4.1484  7.7339  23.2035
O  4.1455  7.7885  17.9754
O  9.1842  3.0051  28.4999
O  11.0371  6.1417  25.3727
O  1.7433  7.2742  24.3693
O  0.1441  2.9881  19.07
O  0.2379  3.6587  21.6865
O  6.5658  4.1173  19.9668
O  6.6297  6.9937  22.8422
O  7.6199  11.1905  20.7496
O  9.9925  1.9157  17.1939
O  0.5292  0.6052  17.8997
O  3.7998  0.908  20.6892
O  8.3602  5.4578  21.5136
O  12.1787  7.1127  15.3073
O  5.0921  1.8597  22.7146
O  1.4574  4.1268  24.0835
O  8.6058  2.7851  20.8915
O  -0.9122  5.3151  19.882
O  8.9304  6.8235  18.4269
O  6.8474  3.7831  22.6371
O  11.0241  8.4607  24.0751
O  2.0426  4.3494  26.6742

Results
free energy: -176917.950 eV
free energy less fixed offsets of O -568.88, Si -635.61 eV per atom: -1.430 eV

Forces (eV/angstrom), in the order of the atoms: element, x, y, z
Si  0.0047  0.0591  -0.0014
Si  -0.0008  0.0274  0.0011
Si  -0.0018  0.0549  0.0047
Si  0.0012  -0.0506  -0.0011
Si  -0.0036  -0.0209  0.0089
Si  0.0009  -0.054  -0.0027
Si  0.0004  0.0111  -0.0196
Si  0.0006  0.0306  0.0028
Si  -0.0002  0.0574  -0.0012
Si  -0.0038  -0.0169  -0.0065
Si  -0.0016  -0.0341  0.01
Si  0.005  -0.0322  -0.0042
Si  0.0073  0.0481  -0.0078
Si  0.0107  -0.0036  0.0209
Si  0.0068  0.069  -0.0258
Si  0.0137  -0.021  0.0003
Si  0.0035  -0.0061  0.0227
Si  0.0099  -0.0466  0.0071
Si  0.0103  0.0137  -0.0011
Si  0.0139  0.0162  0.0127
Si  0.0078  0.0334  -0.0057
Si  0.0068  -0.0642  -0.0121
Si  0.0113  -0.0245  -0.001
Si  0.0075  -0.0379  0.0043
Si  -0.0172  0.0392  0.0998
Si  -0.0001  0.0349  -0.0813
Si  -0.0498  0.0145  0.1388
Si  -0.0025  -0.0936  0.0496
Si  -0.0004  -0.0437  0.0353
Si  -0.0687  -0.0519  0.0076
Si  -0.0334  -0.0028  -0.2225
Si  -0.0114  -0.0062  0.0637
Si  -0.0277  0.0695  0.0818
Si  -0.0322  -0.0319  -0.1602
Si  -0.0172  -0.1167  -0.0436
Si  -0.0344  -0.0236  -0.0853
Si  -0.0075  0.0536  0.0039
Si  -0.0107  0.0321  0.0114
Si  -0.0054  0.0401  -0.0095
Si  -0.0073  0.0327  -0.0408
Si  -0.0183  -0.0289  0.0039
Si  -0.0038  -0.0623  0.0174
Si  -0.0052  -0.0159  -0.0294
Si  -0.0179  0.0356  0.0002
Si  -0.0018  0.0072  -0.0182
Si  -0.0162  -0.0621  0.0046
Si  -0.0046  -0.0175  -0.0063
Si  -0.0043  -0.0682  0.025
Si  -0.0029  -0.0095  -0.0165
Si  -0.0035  -0.0068  0.0004
Si  -0.018  -0.0142  -0.0038
Si  0.0053  0.0041  -0.0053
Si  -0.0017  0.0027  0.0002
Si  0.004  0.0176  0.0107
Si  0.0061  -0.0041  0.0007
Si  0.0045  0.0007  0.0018
Si  0  -0.0003  0.0031
Si  -0.0036  0.0012  -0.0017
Si  0.0024  -0.0009  -0.0012
Si  -0.0056  0.0011  -0.0048
Si  -0.0057  0.0011  0.0079
Si  -0.0099  -0.0018  0.009
Si  -0.0009  -0.0006  -0.001
Si  0.0014  -0.0018  0.0042
Si  0.0072  -0.0014  0.0025
Si  0.0061  0.005  -0.0007
Si  0.0005  0.0025  0.0036
Si  -0.0037  0.0012  0.0045
Si  -0.0065  -0.0026  0.0032
Si  0.0099  -0.0027  0.0099
Si  0.0007  -0.0005  0.0012
Si  -0.0021  0.0007  0
Si  0.0001  0.0004  -0.0003
Si  -0.0032  0.0004  -0.0002
Si  0.0015  0  0.0041
Si  0.0018  -0.0012  -0.0013
Si  0.0012  0.0022  -0.0012
Si  -0.0011  -0.0006  -0.0017
Si  -0.0008  -0.0013  -0.0009
Si  0.0003  -0.0004  -0.0013
Si  -0.0015  -0.0008  -0.0015
Si  -0.0021  0.0027  0.0013
Si  0.0016  0.0011  -0.0012
Si  0.002  -0.0001  0.0039
Si  -0.0013  0.0007  -0.0011
Si  -0.001  -0.0001  -0.0005
Si  0  0.0036  0.0009
Si  -0.0009  -0.0013  -0.0008
Si  -0.0004  -0.0016  0.001
Si  0.0011  -0.0013  0.0013
Si  -0.0017  0.0004  -0.0006
Si  -0.0008  0.0016  0.0012
Si  -0.0006  0.0014  -0.0009
Si  -0.0004  -0.0025  0.0014
Si  0.0003  -0.0005  -0.0016
Si  -0.0002  -0.0005  -0.0007
Si  0.0194  0.1164  -0.0423
Si  -0.0051  0.088  0.016
Si  0.0485  0.0562  0.0033
Si  0.0145  -0.0263  -0.0161
Si  0.046  -0.0098  0.139
Si  0.0277  0.0052  -0.1312
Si  0.0134  0.019  -0.0339
Si  0.0182  0.0692  0.1127
Si  0.0686  0.049  -0.02
Si  0.0014  0.0205  -0.0388
Si  0.0276  -0.0496  0.0367
Si  0.0516  -0.0143  -0.0398
Si  0.0029  0.0024  0.0033
Si  0.001  -0.0001  0.0032
Si  -0.0037  0.0031  0.0008
Si  0.0006  -0.0019  0.0013
Si  -0.0007  0.0001  0.0003
Si  -0.0006  -0.0004  0.0004
Si  -0.0007  0.0026  -0.0013
Si  -0.0004  -0.0016  -0.0001
Si  0.0014  -0.0012  0.0017
Si  -0.0015  -0.0026  0.0003
Si  0.0017  -0.0004  0.0022
Si  -0.001  -0.0026  0.0022
Si  0.001  -0.0014  0.0079
Si  0.002  -0.002  0.0052
Si  -0.0033  -0.0019  0.006
Si  -0.0006  0.0008  0.001
Si  -0.0016  0.0039  0.0003
Si  0.0024  -0.0008  -0.0031
Si  -0.0045  0.002  -0.0048
Si  -0.0001  -0.0015  -0.0008
Si  0.001  -0.0015  0.0025
Si  0.0051  -0.0031  0.0032
Si  0.001  -0.0005  0.0008
Si  -0.0044  0.0004  0.0012
Si  0.0004  -0.002  -0.0075
Si  -0.0006  -0.0019  -0.0067
Si  -0.0056  -0.0021  0.0009
Si  0.006  -0.0028  -0.0043
Si  0.0034  0.0003  -0.0044
Si  -0.0008  0.0055  -0.0046
Si  0.0054  -0.0005  0.0025
Si  -0.0049  0.0011  -0.0012
Si  0.0109  -0.0026  0.0047
Si  -0.01  0.0063  0.0007
Si  0.0033  -0.0026  -0.0065
Si  -0.0036  -0.0024  -0.0103
Si  -0.0109  -0.0011  0.0033
Si  0.0014  -0.0047  0.0027
Si  0.0102  0.0033  0.0114
Si  -0.001  0.0052  0.0131
Si  -0.0021  0.0045  0.0062
Si  -0.0082  0.0051  0.0116
Si  0.0011  0.0108  0.0341
Si  -0.0059  -0.0043  0.015
Si  0.0009  -0.0084  0.0096
Si  0.0215  -0.0168  -0.0218
Si  -0.0017  0.0096  -0.0015
Si  0.0032  0.0051  -0.0033
O  -0.0009  0.0083  -0.0052
O  -0.003  -0.0071  -0.0062
O  0.0002  0.0035  -0.0115
O  0.0026  0.0003  -0.012
O  0.0028  -0.0069  -0.0014
O  0.0046  0.0045  -0.0069
O  0.0147  -0.0131  -0.0042
O  0.0016  0.0011  -0.0014
O  0.0021  -0.0088  -0.005
O  0.0014  -0.0033  -0.0033
O  -0.0062  -0.0066  -0.0036
O  -0.003  0.0065  -0.0044
O  0.0016  0.0057  0.0005
O  0.0033  -0.0083  0.0096
O  -0.0013  -0.0005  0.003
O  0.0015  0.01  0.0102
O  -0.0067  -0.0043  0.0054
O  -0.0039  0.002  0.0033
O  0.0049  -0.0011  0.0019
O  0.0008  0.0009  0.0058
O  -0.0027  -0.0007  0.0024
O  -0.0054  0.0053  0.0044
O  0.0002  0.0062  0.0089
O  0.0167  -0.0158  -0.0072
Si  -0.0003  -0.0006  0.0008
Si  -0.002  -0.0005  0.0013
Si  0.0014  0.01  0.0028
Si  -0.0008  -0.001  -0.0013
Si  -0.0001  -0.0005  0
Si  -0.0038  0.0042  -0.001
Si  -0.0005  -0.0007  -0.0021
Si  -0.0008  0  0.0001
Si  0.001  -0.0003  -0.0058
Si  -0.0001  -0.0009  0.0009
Si  0.0003  0.0007  0.0069
Si  -0.0001  -0.0001  0.0018
Si  -0.0004  -0.0013  -0.005
Si  -0.0011  -0.0016  0.0003
Si  0.003  0.001  -0.0022
Si  -0.0013  -0.0003  0
Si  0.0053  -0.0039  0.0024
Si  0.0014  -0.0014  0.0003
Si  -0.0048  -0.0055  0.0031
Si  0.0003  -0.0002  0.0014
Si  0.0006  -0.0007  -0.0012
Si  0.0011  -0.0007  -0.001
Si  -0.0003  -0.0017  0.0014
Si  -0.0014  -0.002  -0.0045
Si  0.0019  0.0007  -0.003
Si  -0.0185  0.0086  0.0341
Si  -0.0025  -0.0062  -0.0046
Si  0.0001  -0.0009  0.0019
Si  0.0046  0.0014  0.0004
Si  0.0004  -0.0022  0.0025
Si  0.0049  -0.002  -0.0008
Si  -0.0011  -0.0013  -0.0003
Si  0.0006  0.0016  -0.0061
Si  -0.0004  -0.0003  0.0003
Si  -0.0032  0.0049  -0.0034
Si  -0.0009  -0.0009  0.002
Si  -0.0003  0.0009  -0.0086
Si  0.0001  0  -0.0019
Si  -0.002  -0.0009  0.0003
Si  -0.0003  0.0002  0.0015
O  -0.0012  -0.0015  0.0068
O  -0.0059  0.0022  -0.0156
O  0.0002  0.0004  0.0021
O  0  -0.0002  -0.0001
O  -0.0003  -0.0011  -0.0007
O  -0.0004  0.0004  0.0022
O  0.0006  0.0001  0.0013
O  -0.0008  -0.0006  0.0037
O  -0.0002  0.0011  0.0072
O  0.0001  0.0003  0.0003
O  -0.0019  -0.0015  0.0027
O  -0.0005  -0.0004  0.0002
O  -0.0005  -0.0011  0.0008
O  -0.0024  -0.0047  -0.0017
O  -0.0026  -0.005  0.0078
O  0.0006  0.0025  0.0016
O  0.0047  -0.0008  -0.0033
O  0.0006  -0.0006  0.0026
O  0.0013  -0.0003  -0.0004
O  0  0.0002  0.0002
O  -0.0005  -0.0006  0.0014
O  -0.0009  0  0.0026
O  0.0005  -0.0016  0.0028
O  -0.0016  -0.0013  0.0013
O  -0.0013  -0.0004  -0.0001
O  -0.0024  -0.0014  -0.0013
O  -0.0018  0.0016  -0.0028
O  -0.0004  0.0003  0.0014
O  0.0009  -0.0006  0.0008
O  -0.0002  0.0001  0.0005
O  -0.001  0.0009  0.0026
O  0  -0.0004  0.0008
O  -0.0015  0.0024  -0.0021
O  0.0001  -0.0003  0.0005
O  -0.0004  -0.0004  0.0014
O  -0.0005  -0.0022  -0.0013
O  -0.0004  -0.0004  0.0008
O  0.0003  -0.0003  0.0004
O  -0.0022  0.0011  0.003
O  0.0011  0.0014  0.0072
O  -0.0005  -0.0004  0.0009
O  -0.0009  -0.0009  0.0007
O  0.0004  -0.0018  0.0043
O  0.0005  -0.0001  0.0011
O  -0.0002  -0.0005  0.0012
O  -0.0002  -0.0003  0.0007
O  -0.0002  0.0006  0.0002
O  -0.0007  -0.0008  -0.001
O  -0.0002  -0.0003  0.0028
O  -0.001  -0.0003  0.0022
O  -0.0002  -0.0005  0.0007
O  -0.0006  -0.0008  0.0012
O  -0.001  -0.0007  0.0004
O  -0.0008  -0.0008  0.0012
O  -0.0004  -0.0008  0
O  -0.0018  -0.0008  0.0014
O  -0.0006  -0.0005  0.0012
O  -0.0003  -0.0007  0.0008
O  0.0004  0  0.0011
O  0.0002  -0.0026  -0.0096
O  0.0001  -0.0005  0.0019
O  -0.0005  -0.0003  0.0023
O  -0.0003  -0.0004  0.0005
O  -0.0002  -0.0004  0
O  -0.0009  0.0001  0.0004
O  -0.0005  -0.0008  0.0011
O  0.0006  -0.0014  0.0033
O  -0.0019  -0.0012  0.0051

The program warned: the cutoff lies below the one the program advises for these potential files; the exchange-correlation potential is rough where the density is thin.
